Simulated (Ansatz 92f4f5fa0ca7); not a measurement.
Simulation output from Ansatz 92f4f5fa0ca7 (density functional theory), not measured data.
Periodic cell of 357 atoms, Si241O116, from a study of silicon, its oxide and their interface. The atomic structure is a simulated model.
Doubt: the cutoff is far below the 930 eV that the study's wrapper takes by default for these files, so forces and energies are approximate.
This geometry differs little from another in the collection (a relaxation step or a small displacement).

Settings: functional PBE; potential files Ansatz PAW; basis plane waves; wave-function cutoff 580 eV; density cutoff ratio 5; exchange-correlation grid ratio 1; k mesh 1 x 1 x 1, Gamma-centred; self-consistency stop 5e-08 eV per atom in the density residual; occupations fixed; spin none; net charge 0.

Cell vectors (angstrom)
a	11.6015	0	0
b	0	13.3963	0
c	0	0	40.6477

Atoms: element, x, y, z (angstrom)
Si	0	2.2327	1.1851
Si	3.8672	2.2327	1.1851
Si	7.7343	2.2327	1.1851
Si	1.9336	5.5818	1.1851
Si	5.8008	5.5818	1.1851
Si	9.6679	5.5818	1.1851
Si	0	8.9308	1.1851
Si	3.8672	8.9308	1.1851
Si	7.7343	8.9308	1.1851
Si	1.9336	12.2799	1.1851
Si	5.8008	12.2799	1.1851
Si	9.6679	12.2799	1.1851
Si	1.9336	1.1164	1.9745
Si	5.8008	1.1164	1.9745
Si	9.6679	1.1164	1.9745
Si	0	4.4654	1.9745
Si	3.8672	4.4654	1.9745
Si	7.7343	4.4654	1.9745
Si	1.9336	7.8145	1.9745
Si	5.8008	7.8145	1.9745
Si	9.6679	7.8145	1.9745
Si	0	11.1635	1.9745
Si	3.8672	11.1635	1.9745
Si	7.7343	11.1635	1.9745
Si	1.9336	1.1164	4.3426
Si	5.8008	1.1164	4.3426
Si	9.6679	1.1164	4.3426
Si	0	4.4654	4.3426
Si	3.8672	4.4654	4.3426
Si	7.7343	4.4654	4.3426
Si	1.9336	7.8145	4.3426
Si	5.8008	7.8145	4.3426
Si	9.6679	7.8145	4.3426
Si	0	11.1635	4.3426
Si	3.8672	11.1635	4.3426
Si	7.7343	11.1635	4.3426
Si	0	0	36.3072
Si	3.8672	0	36.3072
Si	7.7343	0	36.3072
Si	1.9336	3.3491	36.3072
Si	5.8008	3.3491	36.3072
Si	9.6679	3.3491	36.3072
Si	0	6.6981	36.3072
Si	3.8672	6.6981	36.3072
Si	7.7343	6.6981	36.3072
Si	1.9336	10.0472	36.3072
Si	5.8008	10.0472	36.3072
Si	9.6679	10.0472	36.3072
Si	0	0	38.6753
Si	3.8672	0	38.6753
Si	7.7343	0	38.6753
Si	1.9336	3.3491	38.6753
Si	5.8008	3.3491	38.6753
Si	9.6679	3.3491	38.6753
Si	0	6.6981	38.6753
Si	3.8672	6.6981	38.6753
Si	7.7343	6.6981	38.6753
Si	1.9336	10.0472	38.6753
Si	5.8008	10.0472	38.6753
Si	9.6679	10.0472	38.6753
Si	0	2.2327	39.4647
Si	3.8672	2.2327	39.4647
Si	7.7343	2.2327	39.4647
Si	1.9336	5.5818	39.4647
Si	5.8008	5.5818	39.4647
Si	9.6679	5.5818	39.4647
Si	0	8.9308	39.4647
Si	3.8672	8.9308	39.4647
Si	7.7343	8.9308	39.4647
Si	1.9336	12.2799	39.4647
Si	5.8008	12.2799	39.4647
Si	9.6679	12.2799	39.4647
Si	0.3863	0.073	29.3502
Si	3.8947	0.0471	29.1636
Si	8.2455	0.077	28.7758
Si	1.8843	3.3303	29.3492
Si	5.6542	3.279	28.9961
Si	7.5789	2.1781	29.6886
Si	1.9334	5.5743	29.9716
Si	3.8306	6.6116	29.1393
Si	7.4999	6.6657	29.3311
Si	2.0543	10.1409	29.2505
Si	5.4855	9.8833	29.2843
Si	9.8986	10.4423	28.8752
Si	0.2454	2.1193	30.3796
Si	3.8382	2.2309	29.9832
Si	9.3039	3.5329	28.9958
Si	0.3653	6.9378	28.9067
Si	5.6644	5.4371	29.951
Si	9.36	5.5588	30.0959
Si	0.0646	9.1126	29.7552
Si	3.7046	8.7412	30.0983
Si	7.3968	8.8489	30.0897
Si	2.1543	12.2556	30.1494
Si	5.6268	12.1141	29.9422
Si	9.9703	12.4771	29.9831
Si	-0.0076	2.2294	32.6334
Si	3.861	2.2289	32.3579
Si	7.7165	2.1973	32.1567
Si	1.9223	5.5877	32.351
Si	5.7625	5.5431	32.33
Si	9.6388	5.5759	32.412
Si	-0.0317	8.9573	32.1964
Si	3.816	8.8914	32.4343
Si	7.6755	8.9322	32.407
Si	1.9469	12.28	32.4735
Si	5.7649	12.2673	32.3191
Si	9.6971	12.3034	32.3323
Si	1.9662	1.1111	33.2371
Si	5.8096	1.1129	33.096
Si	9.6045	1.1111	33.16
Si	-0.0051	4.5037	33.201
Si	3.8413	4.4574	33.1585
Si	7.6977	4.4075	33.0961
Si	1.8556	7.819	33.1395
Si	5.7616	7.7723	33.1694
Si	9.6573	7.8399	33.11
Si	-0.0099	11.1407	33.1395
Si	3.8722	11.1388	33.1915
Si	7.7288	11.1883	33.1092
Si	1.9461	1.115	35.5697
Si	5.8076	1.1182	35.4881
Si	9.6468	1.1173	35.5246
Si	0.0015	4.4795	35.5476
Si	3.8653	4.4627	35.5236
Si	7.7268	4.4496	35.4886
Si	1.9165	7.8131	35.5134
Si	5.7954	7.803	35.5287
Si	9.6743	7.8224	35.4948
Si	-0.0014	11.1549	35.5134
Si	3.8704	11.1564	35.5427
Si	7.7379	11.1724	35.4942
Si	-0.001	-0.0035	5.1238
Si	3.8731	0.0069	5.1199
Si	7.7321	0.0022	5.149
Si	1.9377	3.3411	5.135
Si	5.7933	3.3531	5.1545
Si	9.676	3.3531	5.1319
Si	0	6.6966	5.1023
Si	3.8745	6.6937	5.1443
Si	7.7327	6.698	5.146
Si	1.9391	10.055	5.1185
Si	5.8087	10.0447	5.1218
Si	9.6564	10.0551	5.1211
Si	0.0036	-0.0125	7.4857
Si	3.8972	0.0139	7.4801
Si	7.7388	0.0199	7.5289
Si	1.9618	3.3172	7.5069
Si	5.7949	3.3688	7.5414
Si	9.7146	3.3708	7.4988
Si	0.0228	6.6984	7.4496
Si	3.8973	6.694	7.5214
Si	7.7475	6.6971	7.5254
Si	1.963	10.0789	7.4755
Si	5.843	10.0378	7.4831
Si	9.6472	10.0775	7.4816
Si	0.0249	2.1984	8.2864
Si	3.8816	2.2106	8.3681
Si	7.7645	2.286	8.2611
Si	1.9443	5.5606	8.2449
Si	5.8268	5.5873	8.3799
Si	9.7065	5.6123	8.2916
Si	-0.0029	8.9545	8.1436
Si	3.8979	8.949	8.2453
Si	7.7578	8.9206	8.3393
Si	1.9719	12.3231	8.2621
Si	5.8013	12.2596	8.288
Si	9.6671	12.3029	8.3248
Si	0.0321	2.0609	10.6583
Si	3.7933	2.1502	10.7702
Si	7.9475	2.493	10.5952
Si	1.6772	5.6788	10.5763
Si	5.9133	5.5804	10.7859
Si	9.8205	5.4875	10.6607
Si	-0.0163	9.1873	10.4398
Si	3.8401	8.8782	10.5909
Si	7.7062	8.8993	10.7317
Si	2.0392	12.376	10.6227
Si	5.7446	12.1049	10.6484
Si	9.6167	12.3358	10.709
Si	1.9164	1.1028	11.6279
Si	5.4826	0.7839	11.6293
Si	9.62	1.1766	11.4615
Si	0.0119	4.242	11.3796
Si	4.2378	4.2427	11.7525
Si	7.8996	4.6421	11.5379
Si	1.7878	7.9227	11.1912
Si	5.7428	7.8183	11.5457
Si	9.8052	8.3715	11.689
Si	0.0823	11.334	11.2214
Si	3.7982	11.0482	11.5012
Si	7.7196	11.133	11.4602
O	3.6633	11.0259	13.1628
O	9.9688	8.8563	13.2663
O	5.7091	7.9673	13.2135
O	7.9799	4.6442	13.2067
O	-0.0033	4.1476	13.0365
O	5.5155	0.4139	13.2325
O	9.2953	1.3647	13.0988
O	0.3504	11.0257	12.83
O	4.3926	4.0711	13.3841
O	1.9424	1.123	13.3026
O	7.6949	11.125	13.1103
O	1.9412	7.9319	12.831
O	9.7218	10.8941	27.2869
O	2.2115	10.4074	27.6223
O	5.4176	9.7207	27.6343
O	12.3395	6.898	27.3077
O	7.7984	6.6543	27.7022
O	8.5398	13.2805	27.1336
O	8.6061	9.5045	29.1872
O	0.472	0.5145	27.735
O	9.5228	3.8552	27.3957
O	3.8657	6.7349	27.4765
O	1.4476	3.0945	27.7545
O	3.7431	-0.0117	27.5085
Si	6.9376	9.1055	19.3153
Si	5.81	4.5497	22.2976
Si	3.6349	0.7783	26.078
Si	4.8603	7.8582	17.4111
Si	7.7476	4.4871	24.8237
Si	3.7974	5.9583	26.0383
Si	0.7395	6.2387	25.8059
Si	0.2734	9.1672	16.0068
Si	6.2678	3.3145	19.6249
Si	9.9122	0.7138	14.4609
Si	7.8803	5.5436	14.5709
Si	3.7383	-0.9982	19.1127
Si	8.6768	11.8007	26.3954
Si	-0.3084	0.422	19.6566
Si	2.1184	7.2767	14.2894
Si	-0.0419	11.6588	14.2564
Si	5.3801	3.3114	26.6202
Si	9.9443	4.431	16.6388
Si	4.4923	4.7514	17.5533
Si	9.4608	8.2265	20.2401
Si	3.6871	3.4895	14.7395
Si	5.3	7.2282	14.6222
Si	10.8383	8.5953	25.2534
Si	5.1112	7.1775	23.4653
Si	1.2473	0.8065	14.7674
Si	8.1382	7.2871	26.2534
Si	0.9008	1.8308	26.85
Si	4.186	11.1853	14.706
Si	2.63	12.178	24.1345
Si	3.9343	2.6312	21.2722
Si	5.067	0.6406	14.7799
Si	7.4886	8.7717	22.281
Si	1.8417	14.5188	17.7874
Si	7.3167	10.7176	14.6377
Si	9.5503	11.4076	20.6508
Si	7.6544	13.3493	16.2975
Si	1.663	10.1859	26.1153
Si	2.7174	9.9462	17.2466
Si	3.8382	9.5961	24.2292
Si	10.346	3.7028	25.9856
Si	9.3228	10.7521	23.6082
Si	6.984	12.0547	19.0232
Si	9.3478	2.927	19.1693
Si	-0.825	5.5128	19.2743
Si	9.3513	8.3778	14.7199
Si	2.1879	0.0923	21.5039
Si	2.021	3.9849	19.2717
Si	6.2458	9.8269	26.2416
Si	0.6991	4.4503	14.4676
O	0.8249	0.6655	20.8152
O	9.8219	11.5339	22.2655
O	2.0502	3.5438	14.6552
O	11.1995	4.1807	15.6318
O	7.0659	10.5111	18.4853
O	1.4906	8.3803	15.2866
O	2.1498	1.4408	25.8817
O	3.7719	13.133	24.83
O	1.6222	-1.7821	25.3052
O	0.1886	9.5216	26.2057
O	7.0951	8.482	25.9591
O	9.2029	3.7262	24.8089
O	4.1719	12.7439	15.1921
O	6.2986	5.9312	14.7966
O	5.708	3.8768	18.202
O	10.3907	5.6308	17.6782
O	4.0372	8.3687	23.176
O	4.2031	4.2783	16.0406
O	5.108	2.2712	20.161
O	8.0289	11.9979	20.3108
O	9.8959	9.8378	20.2093
O	8.2594	8.1485	19.1181
O	1.1801	5.987	14.5134
O	7.5738	13.1271	17.9204
O	6.3351	0.7588	15.7882
O	1.0726	9.7257	17.3461
O	1.7696	-0.5039	22.9599
O	5.3875	12.4169	19.3043
O	6.7867	3.7178	25.9027
O	2.6824	9.183	25.315
O	10.5936	12.3698	19.8683
O	1.1653	12.5754	14.8355
O	4.2277	4.4065	26.2602
O	9.2146	11.8295	24.8442
O	8.7484	6.9045	14.431
O	3.1967	0.347	18.315
O	7.0416	4.4279	23.3544
O	-0.2636	1.441	14.7741
O	10.4908	8.2588	15.924
O	3.2575	11.0483	18.3249
O	5.5041	8.188	15.9356
O	3.2114	10.4193	15.7516
O	4.8487	1.8729	26.0339
O	1.937	1.2548	16.1703
O	8.9423	0.8227	15.7679
O	10.2022	12.5422	14.0931
O	7.7476	2.6519	19.4227
O	10.34	9.5292	24.0158
O	3.3781	10.9183	23.4117
O	4.8594	6.6647	25.0083
O	7.9955	6.0579	25.1949
O	6.3934	4.4915	20.7675
O	0.4699	13.7254	18.213
O	8.5519	4.7278	15.8204
O	5.7027	10.595	14.765
O	10.2017	1.6422	19.7145
O	5.2082	9.977	25.011
O	-0.3213	10.5017	15.3151
O	3.6869	6.8857	14.5721
O	3.1047	4.7893	18.3855
O	9.621	7.9678	26.1489
O	0.719	4.9618	19.4833
O	6.7021	9.317	20.9371
O	8.1169	9.374	15.0985
O	11.4027	4.9194	25.7631
O	2.2901	5.9238	25.4168
O	4.9485	5.9269	22.4521
O	7.8901	10.0443	23.2306
O	4.1788	1.9652	14.9141
O	11.7374	7.3283	24.7359
O	2.9728	-1.0014	20.5655
O	6.6039	7.7721	23.1964
O	10.5479	7.0217	19.9323
O	8.8237	7.9659	21.7395
O	1.6829	16.0038	18.4573
O	3.365	8.4779	17.5467
O	9.6566	3.1095	17.5671
O	-1.8033	4.3383	19.9138
O	5.6477	8.3973	18.7031
O	7.7931	11.8792	15.6502
O	3.2425	1.2879	21.8142
O	7.1939	11.1394	26.3281
O	2.7477	3.6097	20.69
O	11.2166	2.3166	25.9658
O	4.7203	3.3455	22.5169
O	4.9777	6.27	17.5354
O	-1.403	6.778	11.6422
O	2.9474	5.2311	11.5512
O	18.6403	12.4292	29.1438
O	18.2821	-11.5278	11.4395
O	10.5419	15.9807	29.4681
O	10.5049	-7.1381	29.1293

Results
free energy: -219172.912 eV
free energy less fixed offsets of O -568.88, Si -635.61 eV per atom: -0.822 eV

Forces (eV/angstrom), in the order of the atoms: element, x, y, z
Si	-0.0013	0.006	0.0052
Si	-0.0008	0.0017	0.0053
Si	-0.004	-0.0026	-0.0044
Si	-0.0079	-0.0003	-0.0066
Si	-0.0037	0.0155	0.0143
Si	-0.0009	0.0019	0.0221
Si	-0.0073	0.0225	0.0079
Si	0.0022	0.0035	0.0047
Si	0.0033	-0.0123	0.0027
Si	-0.0023	0.0107	0.0125
Si	0.0063	-0.0296	-0.0161
Si	-0.0069	-0.0077	-0.0003
Si	0.0002	-0.0189	-0.0011
Si	0.0239	0.0209	-0.0007
Si	-0.0138	-0.0032	-0.0035
Si	0.0303	-0.0267	0.0009
Si	-0.0068	-0.0138	-0.0022
Si	-0.0045	-0.0179	-0.0082
Si	0.0357	-0.0106	-0.0109
Si	0.0089	-0.0199	0.0022
Si	-0.0266	0.0051	0.0019
Si	-0.0107	-0.0204	-0.001
Si	0.0371	0.0078	-0.001
Si	-0.016	0.0368	0.0091
Si	-0.0016	-0.0135	-0.0436
Si	0.0706	0.0827	0.033
Si	-0.0392	0.0054	0.0629
Si	0.0838	-0.0696	-0.0789
Si	-0.0008	-0.0057	0.0283
Si	-0.0447	0.0065	0.1501
Si	0.1106	0.0076	0.0332
Si	0.0253	-0.0475	-0.0053
Si	-0.0921	0.0257	0.0139
Si	-0.035	0.0029	-0.0437
Si	0.0856	0.0374	-0.0399
Si	-0.0398	0.0967	-0.1199
Si	-0.1103	-0.055	-0.1144
Si	0.2444	-0.024	0.105
Si	-0.1392	-0.0268	0.091
Si	0.0258	0.0835	0.163
Si	-0.0058	-0.0823	-0.0453
Si	-0.0817	0.0271	-0.0409
Si	-0.0874	0.1243	0.1988
Si	-0.1466	-0.022	-0.0261
Si	0.099	-0.097	-0.2399
Si	-0.0572	-0.0651	0.032
Si	0.1315	-0.0231	-0.0352
Si	-0.0453	0.0015	-0.0452
Si	-0.0432	-0.0106	0.0104
Si	0.0835	-0.0075	-0.0021
Si	-0.0462	-0.0113	-0.01
Si	0.0045	0.0317	0.0052
Si	-0.0009	-0.0147	-0.0044
Si	-0.0275	0.0142	0.0065
Si	-0.0268	0.0558	-0.0052
Si	-0.0536	0.0079	0.0029
Si	0.0334	-0.0289	0.0123
Si	-0.0198	-0.0066	-0.0029
Si	0.0487	-0.0011	0.0029
Si	-0.0167	0.0149	0.0019
Si	0.0055	0.0008	-0.0163
Si	-0.0026	-0.0036	0.0028
Si	0.0046	-0.0025	-0.0036
Si	-0.0003	-0.0019	0.0137
Si	0.0002	-0.0152	-0.0352
Si	0.0138	-0.0008	0.0033
Si	0.0044	-0.0262	0.0119
Si	0.0002	-0.0022	-0.0167
Si	-0.0049	0.0238	-0.0086
Si	0.0095	-0.0124	-0.0301
Si	-0.0019	0.0279	0.0356
Si	-0.0047	0.0033	0
Si	0.0095	0.0166	0.018
Si	-0.0041	0.0089	0.0524
Si	-0.0429	0.0264	0.016
Si	0.0013	-0.0014	0.0336
Si	-0.0019	-0.0016	-0.0127
Si	0.0353	-0.0043	-0.023
Si	-0.0108	0.0089	-0.0004
Si	0.0289	-0.0135	0.0572
Si	0.0335	-0.0208	0.0435
Si	0.0122	-0.0017	0.0311
Si	0.0101	0.0259	0.031
Si	0.0079	0.0012	0.0061
Si	-0.0929	0.0479	-0.0212
Si	-0.0084	-0.0029	0.0007
Si	0.0185	0.0229	0.0627
Si	-0.1961	-0.1257	0.0289
Si	0.0011	0.0003	0.0065
Si	0.1406	0.0465	-0.1054
Si	-0.0037	-0.0005	0.008
Si	0.0033	0.0013	-0.007
Si	-0.0966	-0.0359	0.0181
Si	-0.0063	-0.0009	-0.0094
Si	-0.0129	-0.016	-0.0253
Si	0.0013	0.0037	-0.0045
Si	-0.0068	-0.0006	0.0097
Si	-0.0002	-0.0017	-0.003
Si	0.0104	0.0008	0.0097
Si	0.0016	0.0007	-0.0017
Si	-0.0039	0.0037	-0.0021
Si	-0.0095	0.0055	-0.0125
Si	-0.0081	0.0008	0.0107
Si	-0.0009	-0.0047	-0.0054
Si	0.0021	-0.0049	0.0195
Si	0.0052	-0.007	-0.009
Si	-0.0084	-0.0027	0.0133
Si	0.0061	0.0057	0.0008
Si	0.0052	-0.0023	0.008
Si	-0.0008	-0.0002	0.0069
Si	0.0028	0.0029	-0.0059
Si	-0.0062	-0.0017	-0.0045
Si	-0.0023	0.0037	-0.002
Si	-0.0031	0.0084	0.0046
Si	0.0106	-0.0033	0.0003
Si	-0.0026	-0.0051	-0.0102
Si	0.0021	-0.0123	0.0135
Si	0.0014	0.0063	-0.0069
Si	-0.0005	0.0001	-0.0145
Si	-0.003	0.0021	0.0017
Si	0.0014	-0.0037	-0.0008
Si	-0.0021	-0.0007	-0.0001
Si	0.0006	-0.0014	-0.0044
Si	0.0005	-0.0004	-0.0018
Si	-0.0011	0.0025	0.0013
Si	-0.0014	0.0003	0.0035
Si	-0.0027	0.0033	-0.0008
Si	0.0069	0.0078	0.0061
Si	0.0036	0.0059	0.0024
Si	-0.0024	-0.0018	-0.001
Si	0.0028	0.0018	0.0016
Si	0.0022	-0.0021	0.0053
Si	-0.0006	-0.003	-0.0014
Si	-0.0004	-0.0015	0.0018
Si	0.0004	0.0008	-0.0032
Si	0.0003	0.003	0.0008
Si	0.0007	-0.0012	0.002
Si	-0.0008	0.0038	-0.0067
Si	0.0012	0.0042	0.0048
Si	0.0005	0.0001	0.0021
Si	0.0036	0.0003	-0.0004
Si	-0.0007	0	0.0014
Si	0.0025	0.0019	0.0027
Si	0.003	-0.0002	0.0028
Si	0.0012	0.0054	0.0048
Si	0.0004	0.003	0.0026
Si	-0.0054	-0.0012	0.0015
Si	-0.0005	0.0057	0.0088
Si	0.0062	-0.0017	0.0064
Si	0.0014	-0.0011	0.0107
Si	-0.009	0.0013	-0.0005
Si	-0.0053	-0.001	-0.0002
Si	-0.0032	0.0004	0.0009
Si	0.0024	-0.0061	0.0067
Si	-0.0039	-0.0005	-0.0017
Si	0.0006	-0.0024	0.0067
Si	-0.0061	-0.0069	-0.0088
Si	0.0011	0.0014	-0.0083
Si	0.0048	0.0005	-0.0134
Si	-0.0033	0.004	-0.0045
Si	-0.0049	0.0003	-0.011
Si	0.0041	0.0011	-0.0226
Si	-0.0011	0.0044	-0.0034
Si	0.007	0.001	-0.0045
Si	-0.0002	-0.0031	-0.0027
Si	-0.0012	-0.0017	-0.0073
Si	0.0003	-0.0025	-0.0001
Si	-0.0007	-0.0019	-0.0104
Si	-0.0042	0.0144	-0.0035
Si	-0.0067	-0.0005	0.0033
Si	-0.0235	-0.0204	0.0062
Si	0.0485	-0.0369	0.0245
Si	0.0316	0.0011	0.0002
Si	-0.0021	-0.014	0.0261
Si	-0.0079	0.0049	-0.0036
Si	-0.0081	0.0052	0.0052
Si	0.0012	0.0183	-0.0045
Si	0.0027	-0.0044	-0.0068
Si	0.0067	0.0182	0.0036
Si	0.0025	0.0186	-0.0046
Si	-0.001	-0.0061	-0.0203
Si	0.0647	0.0206	0.0223
Si	-0.0081	-0.0051	-0.0172
Si	0.0006	0.0164	-0.054
Si	-0.0471	0.0262	0.0114
Si	-0.0044	0.0073	-0.02
Si	0.0278	-0.0038	-0.0065
Si	-0.007	-0.0072	-0.0346
Si	0.0078	-0.0394	0.0075
Si	0.0079	0.0019	-0.0225
Si	0.0184	-0.0004	-0.0319
Si	-0.0247	-0.0241	-0.0508
O	0.0006	-0.0016	0.0521
O	-0.0011	-0.0022	0.0117
O	-0.0096	-0.0057	0.0528
O	0.0105	0.0087	0.0345
O	0.0141	0	0.0713
O	-0.0089	0.0294	0.0363
O	-0.0005	0.0028	0.035
O	0.0053	-0.0118	0.0369
O	-0.0219	-0.0184	0.0401
O	-0.009	0.0019	0.0476
O	-0.0042	0.0032	0.0625
O	0.0017	-0.0106	0.0417
O	-0.0121	0.0172	-0.0025
O	0.0026	0.0074	-0.0291
O	0.0008	-0.0083	-0.0263
O	-0.0128	-0.0289	-0.008
O	0.0016	0.0067	-0.031
O	0.0147	-0.034	-0.0116
O	0.0683	0.0513	-0.0364
O	0.0089	0.0038	-0.0229
O	0.0212	-0.0045	-0.0516
O	-0.0038	0.0084	-0.0425
O	-0.0084	-0.0085	-0.031
O	-0.0053	-0.0043	-0.0405
Si	0.0045	-0.0024	-0.0022
Si	0.0045	-0.0111	0.0013
Si	-0.0068	0.0219	0.0014
Si	0.0153	0.0021	0
Si	0.0066	0.0066	0.0108
Si	-0.01	-0.0067	0.0005
Si	-0.0007	-0.0104	0.0264
Si	-0.0061	0.0118	-0.0211
Si	0.0035	-0.0175	0.0161
Si	-0.0132	0.0018	-0.0207
Si	-0.0177	0.0098	-0.016
Si	0.0104	0.0051	0.0064
Si	-0.0038	0.0075	-0.0112
Si	-0.0094	0.0013	0.0115
Si	-0.0357	-0.0252	-0.0201
Si	-0.0041	-0.0026	-0.005
Si	0.0012	-0.0068	0.0012
Si	-0.0021	0.0002	0.005
Si	-0.005	0.0043	-0.0211
Si	0.0141	0.0014	-0.0062
Si	0.0465	-0.0308	0.0082
Si	0.0083	0.0056	-0.0173
Si	-0.008	0.0107	0.0249
Si	0.0123	-0.0252	0.0202
Si	-0.0062	-0.013	-0.0093
Si	-0.0067	-0.0038	0.004
Si	0.0118	-0.0015	-0.0019
Si	0.0113	0.0021	-0.0119
Si	-0.0083	0.0202	0.0098
Si	-0.0038	0.0014	0.0013
Si	-0.0066	0.041	-0.0189
Si	0.0024	-0.0028	-0.0046
Si	0.0036	0.0027	-0.01
Si	-0.0125	0.0044	-0.0073
Si	-0.007	0.0051	-0.0069
Si	0.0147	0.0064	0.0131
Si	-0.0195	0.0008	0.0125
Si	0.018	0.0218	-0.0047
Si	0.012	-0.0075	0.0199
Si	0.0041	0.0151	0.0219
Si	0.0112	0.0138	0.0105
Si	-0.0013	0.01	0.0139
Si	0.0007	0.0002	0.023
Si	0.002	-0.0029	0.021
Si	-0.009	0.0059	-0.0095
Si	0.0056	0.016	-0.0093
Si	-0.0119	-0.0037	0.0148
Si	0.0073	-0.0052	0.0216
Si	-0.0134	0.0367	-0.0115
O	0.0024	-0.005	-0.0058
O	0.0005	-0.0043	0.0018
O	0.0027	0.0073	0.0007
O	0.0048	0.0067	-0.0081
O	-0.0027	-0.0051	-0.0058
O	-0.0195	-0.0097	0.0058
O	0.021	-0.0069	-0.0033
O	-0.0057	-0.0187	-0.017
O	0.0028	-0.007	-0.0043
O	0.0126	0.0078	-0.0162
O	-0.0057	0.0073	-0.005
O	-0.0064	0.0046	-0.007
O	0.0119	-0.004	-0.0054
O	0.0098	-0.0014	0.0064
O	-0.0077	0.0148	-0.015
O	-0.0017	0.0022	-0.0082
O	-0.0088	0.011	-0.013
O	0.0003	-0.0238	-0.0006
O	0	0.0065	-0.0033
O	0.0008	-0.0001	-0.0034
O	-0.0059	-0.0027	0.0077
O	-0.0114	0.0004	-0.0015
O	0.0187	0.0174	-0.0264
O	0.0014	0.0024	-0.0017
O	-0.0254	-0.0025	-0.0199
O	-0.0034	-0.0065	-0.0039
O	0.0021	-0.0058	-0.0003
O	-0.0033	-0.0022	-0.003
O	0.0047	0.01	-0.012
O	0.0043	-0.0012	-0.0107
O	0.0004	0.0046	0.0027
O	0.0007	0.0081	0.0068
O	-0.0011	0.0049	-0.0042
O	0.0027	-0.0064	-0.0123
O	-0.002	0.0039	0.004
O	0.0013	-0.0062	0.0009
O	-0.0054	0.0008	-0.0048
O	0.0114	-0.0021	0.0057
O	0.0117	-0.0021	0.0089
O	-0.0033	-0.0029	-0.0052
O	-0.0035	0.0119	0.0119
O	-0.0131	-0.0124	0.011
O	-0.0054	-0.0052	-0.007
O	0.0115	0.0065	0.0052
O	-0.0231	-0.006	0.0141
O	0.0119	-0.0035	0.01
O	-0.0008	0.0044	-0.0099
O	0.0024	-0.0048	-0.0074
O	0.0066	-0.0016	-0.0153
O	0.0068	0.006	-0.0134
O	-0.0015	-0.0161	-0.0067
O	0.0009	0.0021	-0.0005
O	0.0036	-0.0015	-0.0026
O	0.0185	-0.0046	0.0127
O	0.0043	0.0026	-0.0052
O	0.002	-0.0026	-0.0097
O	-0.0185	-0.0002	-0.0256
O	0.0133	-0.0157	-0.0032
O	-0.0016	0.003	-0.0038
O	0.0167	0.0073	-0.011
O	0.0136	0.0003	-0.0148
O	0.0005	0.0024	-0.0067
O	0.0014	-0.0048	-0.0018
O	0.0044	-0.0095	0.002
O	0.0064	0.0112	-0.0035
O	0.0006	-0.0012	-0.004
O	-0.0046	0.0082	-0.0039
O	-0.005	-0.0036	-0.0002
O	0.0237	0.0136	-0.0302
O	-0.0018	0.0009	-0.0007
O	-0.001	-0.0001	-0.002
O	0.0028	0.0045	-0.0048
O	-0.0033	-0.0006	-0.0043
O	-0.0053	0.0036	0.0055
O	-0.0014	0.0025	-0.0013
O	0.0005	-0.0045	-0.0008
O	0.0023	-0.0008	-0.0063
O	-0.0011	-0.0028	-0.014
O	-0.0001	-0.0062	-0.0058
O	-0.0106	0.0008	-0.0046
O	-0.0022	-0.0074	-0.0024
O	-0.0053	-0.0052	0.0001
O	0.0058	-0.0031	-0.0108
O	-0.0192	0.0153	-0.0148
O	0.0073	0.0033	0.0035
O	-0.0139	-0.0286	-0.0122
O	-0.0139	0.0353	-0.0118
O	-0.0011	-0.0054	-0.0138
O	0.0394	-0.0145	0.0084
O	-0.0522	-0.0368	-0.0165
O	0.0201	-0.0267	0.0178
O	0.0767	0.0341	0.035

The program warned: the cutoff lies below the one the program advises for these potential files; the forces do not sum to zero within the program's tolerance; the exchange-correlation potential is rough where the density is thin.
